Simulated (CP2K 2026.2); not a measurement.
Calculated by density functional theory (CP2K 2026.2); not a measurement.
Periodic cell of 504 atoms, Si360O144, from a study of silicon, its oxide and their interface. The atomic structure is a simulated model.
Doubt: the forces sum to 1.37 eV/angstrom along one axis rather than to zero, so they err by at least 0.0027 eV/angstrom per atom on average; the grid cutoff is modest.

Settings
functional: PBE
method: Gaussian and plane waves
basis set: DZVP-MOLOPT-SR-GTH
pseudopotentials: GTH-PBE
grid cutoff: 350 Ry, relative cutoff 50 Ry
k points: Gamma only
occupations: fixed
spin: none
net charge: 0

Cell vectors (angstrom)
a	16.32	0	0
b	0	16.32	0
c	-7.8168	-7.2303	33.1743

Atoms and the computed forces on them: element, x, y, z (angstrom), force x, y, z (eV/angstrom)
Si	-6.221	7.43	33.081	-0.124	0.076	0.712
Si	4.23	1.21	0.058	-0.199	0.186	0.727
Si	1.185	4.446	0.135	-0.01	-0.214	0.695
Si	4.311	6.436	0.21	-0.038	0.296	0.8
Si	-6.903	2.465	33.169	0.278	-0.005	0.714
Si	-3.944	5.225	32.969	0.143	-0.233	0.739
Si	-1.273	8.114	33.147	0.231	-0.364	0.677
Si	9.855	1.179	0.003	-0.196	0.046	0.702
Si	6.61	4.344	0.257	0.05	-0.195	0.755
Si	9.245	7.09	0.117	0.138	-0.106	0.746
Si	7.119	9.347	0.148	-0.2	0.022	0.704
Si	9.88	11.965	0.186	-0.09	0.069	0.727
Si	4.24	7.999	33.146	0.128	-0.161	0.744
Si	14.715	1.576	0.043	0.287	-0.182	0.709
Si	4.693	-3.36	33.088	-0.377	0.273	0.706
Si	15.114	6.482	0.07	-0.071	0.235	0.745
Si	12.044	9.738	0.237	0.021	-0.151	0.728
Si	15.024	11.896	0.135	0.033	0.238	0.673
Si	2.671	-0.039	1.279	0.017	-0.026	-0.056
Si	5.422	2.711	1.424	-0.005	0.003	-0.026
Si	2.698	5.469	1.573	-0.022	0.001	-0.049
Si	5.464	8.156	1.346	0.004	0.014	-0.068
Si	2.68	10.855	1.129	-0.006	-0.02	-0.059
Si	5.469	13.586	1.16	-0.026	0.013	-0.057
Si	8.189	0.065	1.298	0.01	-0.004	-0.037
Si	10.935	2.769	1.312	0.018	-0.001	-0.052
Si	8.155	5.535	1.495	0.013	-0.005	-0.053
Si	10.841	8.165	1.458	-0.022	0.003	-0.067
Si	8.261	10.867	1.474	0.005	0.002	-0.047
Si	10.964	13.645	1.373	0.003	0.018	-0.051
Si	13.598	0.008	1.366	-0.016	0.022	-0.067
Si	0.037	2.723	1.281	-0.024	0.02	-0.052
Si	13.574	5.374	1.39	-0.006	-0.014	-0.064
Si	-0.112	8.134	1.387	0.002	-0.037	-0.053
Si	13.578	10.835	1.591	0.002	0.006	-0.039
Si	-0.016	13.549	1.248	0.008	-0.015	-0.066
Si	1.347	1.334	2.659	0.014	0.019	-0.003
Si	4.052	4.027	2.818	0.024	0.01	0.017
Si	1.328	6.889	2.797	-0.016	0.011	0.024
Si	4.041	9.549	2.595	-0.016	0.005	0.01
Si	1.364	12.192	2.618	-0.001	0.001	0.033
Si	4.105	14.931	2.611	0	-0.02	0.048
Si	6.848	1.384	2.728	0.011	0.002	0.035
Si	9.553	4.095	2.704	-0.024	-0.03	0.005
Si	6.778	6.865	2.83	0.003	0.002	0.035
Si	9.55	9.52	2.873	0.015	-0.01	0.05
Si	6.795	12.272	2.638	-0.021	0.009	0.002
Si	9.5	14.963	2.675	0.003	0.021	0.012
Si	12.255	1.396	2.73	0.004	0.005	0.02
Si	14.974	4.03	2.725	0.008	-0.023	0.031
Si	12.23	6.767	2.73	0.017	0.024	0.003
Si	14.922	9.433	2.85	0.011	-0.008	0.029
Si	12.274	12.321	2.817	-0.017	-0.003	0.034
Si	14.989	14.938	2.652	-0.008	-0.011	-0.004
Si	-0.002	-0.012	4.033	-0.013	0.009	0.003
Si	2.684	2.655	4.101	0.002	-0.018	0.015
Si	-0.014	5.436	4.087	-0.017	-0.001	-0.025
Si	2.731	8.236	4.081	0.002	0.014	0.009
Si	0.023	10.868	4.066	0.01	0.01	-0.015
Si	2.727	13.576	3.991	0	0.012	-0.025
Si	5.453	-0.025	4.019	-0.01	-0.001	-0.01
Si	8.19	2.746	4.081	-0.018	0.007	0.018
Si	5.426	5.438	4.124	-0.003	0.013	-0.019
Si	8.152	8.182	4.189	-0.003	0.006	-0.005
Si	5.413	10.9	3.988	0.01	-0.02	0
Si	8.142	13.61	4.044	0.017	0.002	0.007
Si	10.866	0.014	4.047	0.004	0.011	-0.017
Si	13.622	2.706	4.114	0.006	-0.012	0
Si	10.887	5.425	4.103	0.007	-0.008	-0.015
Si	13.558	8.095	4.158	-0.008	-0.004	0.024
Si	10.91	10.926	4.152	0.004	-0.016	-0.01
Si	13.659	13.649	4.116	0.007	0.003	0.008
Si	1.398	-1.373	16.282	-0.005	0.005	-0.014
Si	4.077	1.385	16.265	-0.002	-0.01	-0.013
Si	1.347	4.08	16.33	0.01	0.002	-0.007
Si	4.055	6.797	16.316	-0.006	-0.005	-0.011
Si	1.349	9.502	16.353	-0.008	-0.006	0.003
Si	4.087	12.223	16.34	-0.01	-0.003	-0.003
Si	6.849	-1.353	16.272	0.005	0.002	-0.013
Si	9.535	1.364	16.327	0.007	-0.005	-0.01
Si	6.817	4.093	16.311	0.009	-0.001	-0.012
Si	9.502	6.799	16.328	-0.013	-0.005	-0.016
Si	6.779	9.501	16.35	-0.003	-0.006	-0.014
Si	9.512	12.224	16.278	-0.004	0.001	-0.01
Si	12.247	-1.337	16.293	0.005	0.009	-0.016
Si	-1.367	1.379	16.287	0.011	0.001	-0.018
Si	12.244	4.103	16.35	0.012	0.004	0.001
Si	-1.393	6.795	16.377	-0.006	-0.005	-0.009
Si	12.244	9.492	16.337	-0.012	0.003	-0.011
Si	-1.352	12.227	16.303	-0.012	-0.001	-0.016
Si	2.719	0.041	17.618	-0.002	-0.004	0.021
Si	5.457	2.708	17.624	-0.008	0.017	0.001
Si	2.718	5.432	17.684	-0.017	0.013	0.008
Si	5.385	8.142	17.708	0.005	-0.004	-0.008
Si	2.726	10.846	17.718	0.014	0.009	0
Si	5.514	-2.717	17.615	0.007	0.002	0.005
Si	8.183	-0.011	17.683	0.004	-0.008	0.01
Si	10.891	2.729	17.688	-0.014	-0.009	0.016
Si	8.13	5.471	17.706	0.008	0.016	0.017
Si	10.884	8.114	17.699	-0.004	0.009	-0.008
Si	8.19	10.852	17.664	0.005	-0.002	0.017
Si	10.83	-2.677	17.598	-0.011	-0.002	-0.021
Si	-2.694	0.013	17.649	-0.03	-0.028	0.021
Si	-0.047	2.735	17.675	-0.006	-0.012	-0.002
Si	-2.749	5.447	17.783	-0.009	0.005	0.01
Si	-0.045	8.172	17.729	-0.008	0.001	0.018
Si	-2.714	10.874	17.667	0.027	-0.005	0.005
Si	0.064	-2.762	17.626	0.014	0.007	-0.018
Si	1.312	1.362	18.993	-0.003	-0.01	-0.023
Si	4.119	4.049	18.991	0.001	0.011	-0.024
Si	1.324	6.771	19.04	-0.007	-0.009	-0.025
Si	4.073	9.501	19.122	0.01	-0.005	-0.006
Si	1.357	-4.12	19.061	-0.021	-0.002	-0.007
Si	4.174	-1.284	18.887	0.026	0.012	-0.046
Si	6.801	1.359	18.997	-0.001	-0.013	-0.008
Si	9.52	4.112	19.03	0.026	0.007	-0.049
Si	6.697	6.773	19.089	-0.007	-0.023	-0.018
Si	9.51	9.446	19.038	-0.025	0.012	-0.016
Si	6.881	-4.059	19	-0.01	0.007	-0.035
Si	9.541	-1.362	19.066	0.013	-0.003	-0.014
Si	-4.055	1.354	19.034	0.017	0.023	-0.028
Si	-1.384	4.052	19.119	0.009	-0.016	-0.005
Si	-4.136	6.8	19.169	-0.004	-0.012	-0.001
Si	-1.399	9.553	19.123	0.018	-0.013	-0.025
Si	-4.133	-4.034	18.888	-0.003	-0.007	-0.015
Si	-1.256	-1.358	18.924	0.013	0.032	-0.029
Si	0.037	-0.043	20.399	0.004	-0.011	0.047
Si	2.713	2.718	20.28	-0.018	0	0.046
Si	-0.013	5.409	20.46	0.022	0.036	0.051
Si	2.656	8.118	20.441	-0.01	0.003	0.05
Si	-0.011	10.91	20.533	-0.007	0.01	0.053
Si	2.846	-2.688	20.158	0.019	-0.005	0.036
Si	5.464	0.036	20.382	-0.013	-0.015	0.045
Si	8.129	2.737	20.32	0.01	0.018	0.061
Si	5.394	5.335	20.491	0.019	-0.005	0.024
Si	8.082	8.12	20.421	0.027	0.025	0.043
Si	5.544	10.892	20.362	0.01	0.001	0.072
Si	8.206	-2.714	20.454	0.01	0.007	0.039
Si	10.919	-0.008	20.407	-0.022	-0.01	0.054
Si	-2.716	2.662	20.491	-0.007	-0.007	0.061
Si	10.829	5.398	20.533	-0.003	-0.016	0.079
Si	-2.823	8.226	20.522	0.013	0.034	0.045
Si	10.871	10.926	20.261	-0.001	-0.007	0.04
Si	-2.696	-2.696	20.141	0.001	0.012	0.051
Si	1.761	-1.187	21.526	-0.205	0.012	-0.711
Si	3.825	1.174	21.632	0.23	0.11	-0.754
Si	1.616	4.213	21.702	-0.17	-0.027	-0.746
Si	3.76	6.489	21.725	0.098	0.051	-0.679
Si	1.048	9.204	21.795	0.192	0.206	-0.784
Si	4.422	-3.746	21.499	-0.018	-0.095	-0.82
Si	6.601	-1.534	21.71	0.227	0.172	-0.729
Si	9.673	1.585	21.603	-0.054	-0.241	-0.742
Si	6.941	4.096	21.834	-0.246	-0.118	-0.706
Si	9.067	6.434	21.73	0.185	0.043	-0.746
Si	7.12	9.827	21.755	-0.152	-0.19	-0.754
Si	9.409	-4.314	21.716	0.057	0.322	-0.692
Si	-3.704	-1.165	21.559	-0.215	0.043	-0.736
Si	-1.526	1.06	21.784	0.178	0.198	-0.746
Si	-4.37	3.728	21.805	0.18	0.215	-0.784
Si	-1.219	7.006	21.705	-0.135	-0.16	-0.736
Si	-3.966	9.946	21.744	-0.022	-0.32	-0.683
Si	-1.71	-4.176	21.629	0.271	-0.045	-0.692
Si	0.501	-0.196	28.296	-0.006	-0.197	0.142
Si	8.619	3.008	28.022	0.114	0.005	-0.06
Si	2.134	0.26	25.61	-0.053	0.078	-0.05
Si	5.937	2.302	28.796	0.023	0.068	0.027
Si	-0.711	9.142	30.511	0.066	-0.144	0.143
Si	5.896	6.28	31.054	-0.09	0.019	0.125
Si	3.56	-4.44	24.375	0.025	0.133	-0.083
Si	5.354	2.462	24.081	0.118	0.062	-0.21
Si	-2.569	3.199	31.18	-0.001	0.086	-0.049
Si	-4.702	9.421	24.677	-0.003	0.042	-0.126
Si	4.267	7.36	24.624	-0.048	0.092	-0.129
Si	-0.28	-3.351	28.457	-0.057	0.122	0.033
Si	-3.724	-1.972	25.946	0.01	0.097	-0.051
Si	8.551	-0.306	23.664	-0.063	0.013	-0.058
Si	5.13	0.565	26.25	0.078	-0.143	-0.117
Si	-6.069	5.234	26.442	-0.006	-0.029	-0.069
Si	-1.206	-3.271	24.514	-0.077	0.055	-0.078
Si	9.115	-4.306	29.14	-0.056	0.017	0.08
Si	2.62	-0.656	30.438	0.068	0.112	0.124
Si	-5.41	-5.803	27.353	0.028	-0.015	0.032
Si	1.725	5.744	30.49	0.092	0.064	0.067
Si	-1.424	6.082	24.586	-0.154	-0.041	-0.128
Si	0.026	6.156	28.245	0.127	0.173	-0.081
Si	9.473	0.534	26.468	0.069	0.013	-0.09
Si	-0.073	-5.45	26.176	-0.01	0.078	0.011
Si	1.864	8.303	29.116	0.045	-0.076	-0.034
Si	5.72	-4.656	26.293	-0.067	-0.052	0.012
Si	1.473	-2.318	24.392	-0.02	0.025	-0.092
Si	9.376	7.43	24.666	-0.107	-0.011	-0.047
Si	-3.911	0.667	30.874	0.02	-0.09	0.111
Si	0.668	4.493	25.696	0.061	0.029	0.022
Si	-5.524	-2.439	23.622	0.007	-0.079	-0.014
Si	5.447	0.677	31.14	-0.106	-0.12	0.172
Si	4.176	4.605	29.101	0	0.11	0.025
Si	-3.783	1.142	26.157	0.036	-0.059	-0.005
Si	-2.136	1.415	28.862	0.032	0.058	0.095
Si	6.72	9.156	24.782	0.084	-0.023	-0.134
Si	-3.624	3.941	24.855	-0.001	-0.022	-0.076
Si	2.216	9.418	24.724	-0.106	-0.13	-0.124
Si	7.075	-6.131	30.137	-0.099	0.097	0.086
Si	4.004	-3.086	29.969	0.152	-0.082	0.153
Si	-4.99	-4.219	31.042	0.03	-0.045	0.103
Si	-6.619	1.212	30.26	-0.104	0.065	0.078
Si	-2.63	7.719	28.66	0.104	-0.102	0.149
Si	-3.473	-3.634	28.485	-0.046	-0.045	-0.022
Si	0.401	2.251	23.961	-0.079	0.035	-0.128
Si	0.201	-4.55	31.21	0.005	-0.048	0.121
Si	8.63	7.766	30.364	0.002	0.052	0.15
Si	-2.154	8.725	26.018	0.053	0.016	-0.133
Si	8.784	-1.205	28.791	0.046	-0.071	0.078
Si	6.024	-2.051	27.674	-0.146	-0.02	-0.033
Si	4.264	-5.911	28.831	0.039	-0.023	0.008
Si	3.835	4.575	25.916	-0.067	-0.053	0.022
Si	-5.399	7.473	28.465	-0.066	0.114	0.052
Si	1.378	14.945	5.379	0.002	-0.011	-0.006
Si	4.089	1.315	5.416	0.02	0.003	0.015
Si	1.348	4.065	5.437	-0.002	-0.009	0.005
Si	4.061	6.825	5.438	-0.006	0.002	0.006
Si	1.373	9.552	5.462	-0.001	-0.008	0.017
Si	4.075	12.244	5.392	0.001	-0.008	-0.007
Si	6.797	14.962	5.417	-0.013	0.006	0.005
Si	9.527	1.364	5.436	0.001	0.004	0.006
Si	6.813	4.084	5.451	0.008	-0.003	0.015
Si	9.527	6.785	5.477	-0.006	0.007	0.006
Si	6.757	9.57	5.44	-0.017	0.015	0.011
Si	9.496	12.267	5.447	-0.002	0.011	0.006
Si	12.244	14.994	5.429	0.003	-0.001	0.007
Si	14.974	1.332	5.441	0.004	-0.003	0.02
Si	12.253	4.072	5.459	0.008	0.001	0.007
Si	14.951	6.761	5.483	0.005	-0.002	0.012
Si	12.243	9.522	5.485	-0.007	0.01	0.016
Si	14.994	12.241	5.437	0.007	-0.013	0.01
Si	2.723	-0.028	6.778	0.007	-0.004	-0.003
Si	5.439	2.703	6.777	-0.006	0	-0.001
Si	2.709	5.442	6.788	0.002	0.005	0.001
Si	5.426	8.179	6.8	-0.003	0.006	-0.006
Si	2.737	10.906	6.804	-0.009	0	0.001
Si	5.435	13.596	6.771	0.004	0.003	0.003
Si	8.156	0.003	6.785	-0.002	-0.005	0
Si	10.885	2.714	6.807	0.002	-0.002	0.005
Si	8.162	5.433	6.827	-0.004	0	0.005
Si	10.873	8.163	6.829	0.003	0	-0.002
Si	8.137	10.906	6.805	-0.009	0.001	0.002
Si	10.883	13.621	6.787	-0.009	0.001	-0.004
Si	13.602	0.003	6.812	-0.002	0.009	0.004
Si	0	2.707	6.803	-0.01	-0.007	0
Si	13.594	5.421	6.842	0.004	-0.004	0.008
Si	0.005	8.16	6.796	0.007	0.004	0.001
Si	13.626	10.886	6.808	0.008	-0.007	0.002
Si	0.027	13.608	6.785	0.007	-0.01	-0.005
Si	1.372	1.346	8.147	0.001	0.005	-0.01
Si	4.081	4.077	8.138	0.009	-0.003	-0.005
Si	1.356	6.797	8.159	-0.008	-0.005	0
Si	4.075	9.53	8.167	0	0	-0.002
Si	1.372	12.254	8.162	0.013	0.009	0.004
Si	4.081	-1.373	8.148	-0.005	-0.007	0
Si	6.796	1.356	8.151	0.003	0.003	-0.002
Si	9.524	4.071	8.173	0.003	0.001	-0.004
Si	6.793	6.811	8.157	0.003	0.009	-0.003
Si	9.5	9.53	8.161	-0.007	-0.012	-0.003
Si	6.787	12.257	8.164	-0.003	-0.006	0
Si	9.522	-1.35	8.152	0.003	0.006	-0.003
Si	12.245	1.363	8.171	0.007	0	0
Si	-1.357	4.059	8.177	-0.006	-0.006	0.005
Si	12.238	6.803	8.18	0.001	0.004	-0.004
Si	-1.347	9.52	8.167	-0.001	0.007	0.002
Si	12.243	12.248	8.148	-0.002	-0.005	-0.007
Si	-1.348	-1.366	8.152	-0.004	-0.004	-0.013
Si	0.007	-0.002	9.516	-0.004	0.002	0
Si	2.724	2.717	9.507	-0.002	-0.003	-0.005
Si	-0.001	5.437	9.522	-0.005	-0.001	-0.001
Si	2.715	8.162	9.517	0.006	0.003	-0.005
Si	0.012	10.884	9.519	0.006	-0.003	-0.006
Si	2.726	13.603	9.526	-0.001	-0.009	-0.004
Si	5.439	-0.005	9.509	-0.001	-0.001	-0.004
Si	8.154	2.715	9.519	0.003	-0.004	-0.001
Si	5.433	5.441	9.509	0	0.001	-0.002
Si	8.151	8.164	9.524	-0.004	0.001	0.005
Si	5.44	10.884	9.523	0.003	0.001	0.001
Si	8.163	13.609	9.514	-0.001	0.004	-0.008
Si	10.881	0.001	9.52	-0.001	0.004	-0.004
Si	13.601	2.715	9.536	-0.005	0.001	0.002
Si	10.877	5.441	9.53	0.002	-0.002	0.001
Si	13.604	8.166	9.526	-0.001	-0.004	-0.003
Si	10.879	10.885	9.511	0.001	0.002	0
Si	13.609	13.597	9.515	0.009	0.005	-0.003
Si	1.364	-1.36	10.882	0.011	-0.002	-0.003
Si	4.083	1.359	10.872	0.009	-0.001	-0.003
Si	1.363	4.077	10.875	0.003	-0.001	-0.001
Si	4.074	6.801	10.875	-0.009	0.002	-0.004
Si	1.36	9.517	10.883	-0.003	0.001	0.002
Si	4.079	12.237	10.88	-0.007	0.007	0.002
Si	6.804	-1.357	10.874	0.007	-0.002	0.001
Si	9.519	1.36	10.876	0.004	0.002	0.003
Si	6.797	4.085	10.873	0.004	0.002	-0.002
Si	9.513	6.802	10.883	-0.001	-0.004	-0.001
Si	6.795	9.521	10.884	-0.002	0.002	0.004
Si	9.52	12.242	10.874	-0.007	0.007	-0.001
Si	12.25	-1.36	10.873	-0.001	-0.002	-0.002
Si	-1.354	1.356	10.883	-0.01	0.003	-0.002
Si	12.242	4.085	10.884	0.006	-0.006	-0.003
Si	-1.363	6.799	10.88	-0.001	0.003	0.003
Si	12.237	9.523	10.881	0.002	-0.002	0
Si	-1.355	12.236	10.88	-0.002	-0.012	-0.003
Si	2.726	0	12.238	-0.009	0.003	0.004
Si	5.438	2.726	12.233	0	-0.001	0.005
Si	2.711	5.447	12.237	0.004	0	0.002
Si	5.433	8.158	12.24	0.004	0	0.006
Si	2.723	10.874	12.24	0.009	-0.003	-0.001
Si	5.447	13.594	12.227	-0.006	-0.008	-0.004
Si	8.163	0.002	12.235	-0.003	0.001	0.006
Si	10.877	2.726	12.23	-0.001	0.004	0
Si	8.156	5.44	12.243	0	0.003	0.004
Si	10.875	8.16	12.242	-0.005	0	0.001
Si	8.161	10.878	12.238	0.006	-0.004	0.003
Si	10.893	13.595	12.229	0.007	0.002	-0.001
Si	-2.717	0.002	12.242	0.007	-0.002	0.005
Si	-0.001	2.725	12.239	0	-0.006	0.005
Si	-2.723	5.445	12.244	-0.004	0.001	0.002
Si	-0.005	8.156	12.24	0.002	-0.005	0
Si	-2.712	10.872	12.243	-0.003	0.012	0.001
Si	0.006	13.596	12.241	-0.003	0.003	0.002
Si	1.359	1.36	13.59	0.009	-0.001	0.004
Si	4.078	4.094	13.59	-0.005	0.003	0.001
Si	1.342	6.796	13.607	-0.004	0.007	0.004
Si	4.071	9.511	13.606	-0.011	0.007	0.013
Si	1.366	12.23	13.599	0.001	-0.003	0.004
Si	4.098	-1.366	13.586	0.008	-0.011	-0.004
Si	6.806	1.37	13.591	0.006	0	0.009
Si	9.525	4.08	13.6	0.008	-0.01	-0.001
Si	6.796	6.803	13.601	-0.001	-0.003	0.008
Si	9.516	9.518	13.604	-0.008	0.004	0.011
Si	6.788	12.226	13.593	0	0.017	0.002
Si	9.538	-1.358	13.58	0.002	-0.007	0.002
Si	12.241	1.38	13.589	-0.008	0.006	-0.007
Si	-1.357	4.094	13.603	-0.003	0.003	0.006
Si	12.229	6.796	13.606	0.002	0.001	0.005
Si	-1.36	9.505	13.611	0	-0.01	0.001
Si	12.247	12.231	13.597	0.005	-0.006	0.004
Si	-1.357	-1.362	13.596	-0.005	0.002	0.007
Si	0.005	-0.003	14.953	-0.001	-0.003	-0.001
Si	2.705	2.742	14.937	-0.003	0.001	0.002
Si	-0.019	5.452	14.991	-0.003	0.001	0.005
Si	2.698	8.157	14.964	0	-0.013	-0.004
Si	0.011	10.864	14.962	0.002	0.005	0.001
Si	2.751	-2.738	14.943	0.007	0.01	-0.005
Si	5.452	0.003	14.941	0	-0.003	-0.005
Si	8.171	2.721	14.96	0	0.01	0.001
Si	5.436	5.445	14.962	-0.001	0.006	0.003
Si	8.149	8.164	14.969	0.008	0.004	-0.001
Si	5.435	10.862	14.971	0.003	-0.001	0.003
Si	8.172	-2.731	14.913	0.008	-0.007	-0.003
Si	10.886	0.018	14.941	0.001	-0.007	0.004
Si	-2.729	2.748	14.954	-0.007	-0.003	0.002
Si	10.871	5.439	14.974	-0.004	0.005	0.001
Si	-2.726	8.139	14.971	0	0.002	0.01
Si	10.897	10.862	14.959	0.008	0.003	-0.007
Si	-2.716	-2.724	14.954	0.001	-0.003	-0.006
O	-4.148	-5.321	31.869	0.039	-0.153	-0.461
O	-3.645	2.074	31.649	-0.294	0.157	0.647
O	2.786	-0.02	22.049	0.035	-0.18	0.515
O	8.013	5.274	22.241	0.177	-0.025	0.146
O	2.317	7.248	30.268	0.182	0.318	0.414
O	9.299	2.506	29.396	0.212	0.432	0.267
O	-3.807	4.157	23.262	0.297	0.356	0.185
O	8.326	3.613	32.734	0.122	0.03	-0.261
O	2.422	-1.22	25.053	0.641	-0.008	-0.047
O	3.156	3.619	32.851	-0.163	0.216	-0.525
O	4.82	-3.867	25.187	0.245	0.438	0.01
O	2.685	5.344	22.25	-0.165	0.122	0.172
O	8.506	-1.767	32.782	0.117	-0.151	-0.616
O	-4.869	9.714	23.094	-0.375	-0.019	0.102
O	4.422	7.232	23.016	0.485	0.215	0.013
O	-6.603	1.619	31.814	0.175	-0.21	0.022
O	6.514	9.383	23.192	-0.369	-0.01	0.265
O	8.306	10.885	22.154	-0.075	0.163	0.165
O	7.258	-6.234	31.741	0.126	-0.359	-0.019
O	10.786	2.637	22.158	-0.194	0.14	0.225
O	-2.374	-1.872	32.909	-0.119	-0.131	-0.334
O	6.211	5.072	32.08	-0.376	-0.24	0.108
O	4.107	0.015	30.494	0.082	-0.07	-0.167
O	-0.032	-2.25	24.972	-0.028	0.45	0.359
O	4.961	7.368	31.818	0.039	0.043	-0.308
O	-6.656	7.04	29.379	-0.132	-0.624	-0.332
O	7.33	6.873	30.653	0.033	-0.166	-0.077
O	10.158	-3.832	23.101	0.118	-0.346	0.429
O	6.439	3.319	23.202	0.082	0.027	0.456
O	-5.075	6.352	32.573	0.101	-0.094	-0.265
O	-1.523	6.596	28.33	-0.116	-0.432	-0.07
O	1.418	1.096	24.429	0.146	-0.149	-0.262
O	-2.54	9.11	32.839	-0.252	-0.192	-0.206
O	4.073	4.729	27.5	-0.041	0.057	-0.064
O	8.105	9.079	29.584	0.157	0.132	-0.475
O	3.558	0.863	26.014	-0.102	0.471	0.353
O	-0.925	-5.712	31.154	-0.501	0.168	0.249
O	1.12	7.367	27.972	0.201	0.018	-0.667
O	1.444	5.435	32.033	-0.22	0.175	-0.207
O	-0.715	-4.772	24.857	-0.013	-0.283	-0.291
O	-5.115	-2.367	25.183	-0.278	-0.04	0.542
O	9.267	-2.695	29.174	0.319	-0.047	0.386
O	4.388	5.912	25.258	0.415	-0.087	0.07
O	0.269	-4.276	27.233	0.475	0.064	-0.061
O	2.084	-0.783	31.955	0.026	-0.233	-0.144
O	-1.361	-3.237	22.913	0.096	0.509	-0.012
O	9.248	6.006	25.423	-0.574	-0.169	-0.065
O	-5.513	8.077	25.047	0.315	-0.439	0.311
O	8.847	1.089	22.92	-0.199	0.363	0.286
O	3.124	9.239	28.682	-0.096	-0.237	-0.121
O	-3.11	8.28	27.224	-0.352	-0.143	-0.243
O	-2.8	11.028	22.139	0.001	0	0.357
O	0.195	4.99	27.153	-0.156	-0.384	0.126
O	-2.539	-2.866	25.304	-0.206	-0.378	-0.041
O	1.112	3.3	22.952	0.193	0.133	0.362
O	-4.086	-5.041	27.936	0.233	-0.394	0.07
O	-0.377	-3.379	32.134	0.285	0.292	-0.179
O	2.265	4.358	25.635	0.151	-0.136	-0.26
O	-5.584	9.015	27.961	0.023	0.193	-0.072
O	-4.966	4.366	25.645	-0.028	-0.258	-0.092
O	1.528	-5.222	31.857	0.135	-0.038	-0.447
O	-5.688	-3.177	32.049	0.242	0.355	-0.173
O	3.665	-4.628	29.625	-0.575	-0.141	0.04
O	-2.614	0.323	29.979	0.232	-0.493	0.011
O	-3.245	4.624	31.589	-0.031	0.188	-0.437
O	-3.314	2.368	25.18	0.396	-0.191	-0.074
O	-2.419	4.972	25.24	0.044	-0.087	0.308
O	-1.872	6.377	23.063	-0.321	-0.384	-0.021
O	5.362	-1.011	26.598	-0.037	-0.312	-0.153
O	8.633	-0.113	25.251	-0.324	-0.205	0.271
O	2.151	-3.741	24.743	-0.191	-0.327	0.192
O	-5.11	0.838	29.831	0.175	-0.161	-0.55
O	-0.687	0.896	28.424	0.281	0.232	-0.042
O	4.394	-2.904	31.544	-0.051	0.404	-0.253
O	7.259	-1.258	28.309	-0.089	0.481	0.006
O	-0.609	7.968	31.642	0.378	-0.389	-0.189
O	-4.18	-2.096	22.805	0.202	-0.031	0.248
O	5.475	8.233	25.239	-0.101	-0.043	0.421
O	1.339	-2.084	22.807	-0.174	-0.244	-0.005
O	-5.264	10.517	25.729	-0.304	0.581	-0.204
O	5.47	-2.643	22.108	0.029	0.048	0.539
O	4.664	3.397	25.199	0.168	0.051	0.358
O	3.689	-4.381	22.786	-0.197	-0.234	0.168
O	-3.1	9.286	24.85	0.242	0.181	-0.293
O	5.082	-2.508	28.91	0.131	0.209	0.148
O	-1.361	7.45	25.441	0.482	0.071	0.282
O	-6.916	8.081	31.757	0.11	0.467	-0.045
O	4.995	1.842	32.154	0.253	0.019	0.016
O	7.086	3.367	28.38	-0.146	0.361	-0.209
O	6.685	10.56	25.599	0.554	0.166	0.296
O	7.157	-0.923	23.127	-0.393	-0.001	0.511
O	5.908	1.171	24.93	0.532	-0.184	0.064
O	8.578	1.761	26.998	-0.308	-0.032	-0.129
O	0.476	-3.907	29.769	0.334	-0.1	-0.098
O	9.723	-1.314	23.228	0.275	-0.027	-0.448
O	9.687	-0.614	27.583	0.461	-0.241	-0.057
O	6.536	-3.425	26.965	0.698	0.069	-0.134
O	-4.053	-3.42	29.988	0.198	0.53	0.17
O	-2.645	-0.073	22.184	-0.106	-0.024	0.324
O	-3.89	-2.404	27.5	-0.267	0.257	0.214
O	5.553	-6.439	29.679	0	-0.466	0.21
O	5.155	5.731	29.73	0.079	0.357	-0.354
O	0.325	5.577	29.72	-0.584	-0.177	0.15
O	-6.197	-4.948	30.245	-0.107	-0.649	0.196
O	0.106	5.544	24.597	0.345	0.153	-0.407
O	-0.87	1.614	23.181	-0.151	-0.023	0.371
O	-0.002	3.062	25.309	-0.544	-0.076	0.232
O	5.553	1.426	27.526	0.172	-0.098	0.059
O	1.59	9.65	23.257	-0.105	0.232	-0.053
O	-5.401	1.136	26.091	-0.041	0.138	-0.099
O	0.68	9.239	29.691	-0.1	0.631	-0.137
O	6.381	1.308	29.984	0.424	-0.311	-0.146
O	-0.103	8.105	22.169	-0.151	-0.107	0.074
O	-4.264	-0.415	31.993	-0.359	-0.323	-0.141
O	-2.207	2.885	29.615	-0.039	0.597	-0.501
O	4.278	1.907	23.01	-0.231	0.026	0.103
O	-1.223	2.984	32.045	0.249	0.228	-0.355
O	2.751	4.703	29.825	-0.217	-0.376	0.189
O	3.534	10.334	24.799	0.286	-0.349	0.216
O	-1.186	9.821	26.686	-0.156	-0.028	0.719
O	-5.322	6.363	27.303	0.362	0.195	-0.325
O	8.136	8.404	25.043	-0.125	-0.021	0.419
O	6.423	-0.346	31.924	-0.143	0.053	-0.231
O	9.483	7.215	23.079	0.252	0.303	-0.109
O	-1.962	8.869	29.554	-0.15	0.318	-0.183
O	1.554	0.11	29.499	-0.14	0.491	0.284
O	7.589	-4.711	29.534	-0.46	0.203	-0.255
O	9.384	4.262	27.392	-0.192	0.018	0.011
O	-3.141	1.472	27.602	-0.05	0.099	0.174
O	2.779	7.928	24.971	-0.274	-0.536	0.188
O	1.187	0.153	26.891	-0.181	0.269	-0.095
O	-0.005	-1.753	28.288	-0.314	0.034	-0.19
O	9.589	-4.923	27.721	-0.217	-0.011	-0.637
O	-4.028	7.281	29.335	-0.024	-0.113	0.776
O	-1.865	-3.649	28.568	-0.078	-0.267	-0.078
O	5.804	-4.514	32.863	-0.099	-0.107	-0.399
O	-3.358	-0.391	25.765	0.349	0.033	-0.054
O	4.695	3.117	29.399	-0.18	-0.322	0.355
O	3.125	9.127	32.679	-0.202	-0.154	-0.384
O	0.346	0.979	32.772	0.069	0.019	-0.544
O	2.714	-2.136	29.794	-0.519	-0.332	-0.48
O	4.782	-5.417	27.382	-0.299	-0.211	-0.282
O	1.2	9.935	25.852	0.189	-0.333	0.569
O	8.862	-0.148	30.016	-0.368	-0.294	0.394

Results
total energy: -101656.068 eV
total energy less fixed offsets of O -438.35, Si -107.03 eV per atom: -2.868 eV
